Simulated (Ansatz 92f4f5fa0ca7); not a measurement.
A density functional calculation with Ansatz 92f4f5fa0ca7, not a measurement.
Periodic cell of 189 atoms, Si117O72, from a study of silicon, its oxide and their interface. The atomic structure is a simulated model.

Settings
functional: PBE
potential files: Ansatz PAW
basis: plane waves
wave-function cutoff: 700 eV
density cutoff ratio: 5
exchange-correlation grid ratio: 2
k mesh: 2 x 2 x 1, shifted by 0.5 0.5 0.5 of a step
self-consistency stop: 5e-08 eV per atom in the density residual
occupations: Fermi-Dirac, 0.05 eV
spin: none
net charge: 0

Cell vectors (angstrom)
a 11.5983 0 0
b 0 11.5983 0
c 4.8845 -4.5639 24.5202

Atoms: element, x, y, z (angstrom)
Si -0.0382 5.111 -0.3479
Si 0.199 8.3049 -0.3573
Si -0.0095 0.8888 -0.8996
Si 4.1139 5.9089 -0.6726
Si 3.8313 8.9692 -0.2627
Si 3.6492 0.4515 -0.7986
Si 7.7354 4.8316 -0.1069
Si 7.8245 7.9074 -0.7064
Si 7.6776 1.7264 -0.6396
Si 2.1288 4.8422 0.5939
Si 1.9701 8.7825 1.0954
Si 1.8473 0.8037 0.7009
Si 5.7009 5.0414 0.9623
Si 5.945 8.759 0.713
Si 5.6802 1.1052 0.5332
Si 9.7212 4.8662 1.0847
Si 9.6693 8.661 0.6901
Si 9.6628 1.1767 0.5702
Si 2.0072 6.7036 2.1838
Si 1.8739 10.7235 2.3167
Si 1.9958 2.8698 2.0002
Si 5.8227 6.9419 2.2572
Si 5.8797 10.7778 2.0118
Si 5.643 2.9565 2.0889
Si 9.701 6.8736 2.2457
Si 9.6191 10.7382 1.9601
Si 9.7163 2.8735 2.2194
Si 0.0611 6.8057 3.567
Si -0.122 10.7003 3.5218
Si 0.0871 2.9426 3.49
Si 3.886 6.8356 3.5949
Si 3.9345 10.7099 3.4851
Si 3.8003 2.9283 3.5282
Si 7.7609 6.8612 3.5765
Si 7.7554 10.7416 3.4488
Si 7.6768 2.9597 3.4422
Si 0.013 4.8642 4.8997
Si -0.0087 8.7599 4.8974
Si -0.0107 1.0363 4.8901
Si 3.8848 4.8715 4.9105
Si 3.8753 8.7894 4.8913
Si 3.8716 1.0153 4.8945
Si 7.7385 4.8892 4.8586
Si 7.7303 8.8049 4.8769
Si 7.712 1.0595 4.8372
Si 1.945 4.8745 6.2682
Si 1.9338 8.7887 6.2543
Si 1.9311 1.0055 6.26
Si 5.839 4.8965 6.2656
Si 5.8068 8.7236 6.2531
Si 5.8103 1.0868 6.2352
Si 9.6538 4.9112 6.2553
Si 9.6457 8.7472 6.261
Si 9.6278 1.0573 6.2175
Si 1.962 6.8322 7.6043
Si 1.8869 10.6948 7.6461
Si 1.9587 2.9412 7.6248
Si 5.8216 6.7919 7.7014
Si 5.7594 10.7088 7.4873
Si 5.896 2.9991 7.6583
Si 9.6696 6.8373 7.6975
Si 9.5996 10.71 7.5636
Si 9.5964 2.9721 7.5905
Si 11.6811 6.8552 9.0141
Si 11.4897 10.6824 8.9749
Si 11.5357 2.9576 8.8893
Si 3.8357 6.7534 9.0415
Si 3.8993 10.6433 8.8983
Si 3.938 3.0132 8.9863
Si 7.7487 6.8677 9.1404
Si 7.6245 10.7379 8.8595
Si 7.8025 2.9845 9.1463
Si 11.8111 4.8387 10.2192
Si 11.5091 8.7668 10.4359
Si 11.3635 1.069 10.2608
Si 3.9771 4.8546 10.5541
Si 3.8305 8.7278 10.2861
Si 3.8778 0.9955 10.173
Si 7.958 4.9575 10.6523
Si 7.5844 8.9472 10.3357
Si 7.6104 0.9142 10.374
Si 1.9812 4.2018 11.7108
Si 1.9018 9.5293 11.4784
Si 1.8416 1.1183 11.2298
Si 5.9743 4.4849 11.9467
Si 5.6878 8.618 11.8129
Si 5.6587 1.2412 11.7577
Si 10.2278 4.9214 11.8966
Si 9.4827 9.054 11.7098
Si 9.4775 0.5316 11.7385
Si 5.7889 5.526 18.9624
Si 6.8768 9.9451 16.0332
Si 13.7705 1.1608 19.2075
Si 3.4601 9.4053 13.8688
Si 6.9487 0.3511 20.363
Si 7.3601 4.8153 14.6466
Si 14.791 5.1116 17.3501
Si 4.6825 0.2252 14.6734
Si 6.8964 9.0988 21.556
Si 2.4459 3.4263 21.1806
Si 10.0301 2.5795 18.3278
Si 7.9398 0.5908 17.5356
Si 12.1706 5.6088 14.093
Si 4.1023 0.9115 21.3684
Si 7.1825 8.1514 18.5389
Si 2.3975 7.3048 15.7168
Si 12.7789 6.9077 18.3102
Si 12.2083 8.3259 20.8669
Si 11.5004 -0.8304 19.541
Si 3.0509 2.124 16.4729
Si 9.6378 2.676 13.7681
Si 10.3427 8.2425 18.8201
Si 4.6238 5.4235 21.7092
Si 9.684 1.2303 20.8544
Si 7.3059 3.5083 17.4552
Si 11.7705 3.0413 15.8792
Si 7.7345 7.7238 13.8357
O 7.1803 -0.899 21.3815
O 12.54 7.9683 22.4019
O 12.3586 0.3974 18.9166
O 0.4842 8.9017 -1.8685
O -0.6197 -0.3587 -1.8226
O 7.692 3.3839 -0.9858
O 12.8406 3.8446 22.2143
O 8.0599 -0.5656 16.3941
O 10.838 5.8703 13.1631
O 7.8203 6.2513 -0.991
O 13.5265 7.8544 17.1925
O 10.1876 -0.2137 20.2749
O 10.628 8.0356 20.434
O 9.8891 1.0605 22.4603
O 0.3128 6.6953 -0.6278
O 13.1248 7.4292 19.8275
O 7.358 8.9547 14.845
O 13.3679 5.0111 13.1433
O 1.8298 11.1618 11.9092
O 2.9365 1.1502 17.7706
O 6.1081 4.7809 13.6056
O 6.5316 7.4688 12.7247
O 10.9902 9.7042 18.3947
O 6.5101 9.0478 17.3539
O 4.8921 9.4142 13.0547
O 4.3225 5.7399 18.3127
O 8.4768 3.7063 14.234
O 1.9657 2.5617 12.1403
O 11.8708 4.5747 15.3433
O 3.4678 8.364 15.1236
O 4.1937 1.5659 15.4705
O 3.7517 -1.2065 -1.2017
O 3.3049 4.8047 20.9551
O 3.481 2.3454 21.8439
O 13.5477 2.7008 19.7727
O 5.4631 0.6294 13.2999
O 5.6111 10.8759 15.6261
O 10.4206 3.3814 12.5184
O 6.9218 4.4274 16.1703
O 9.0706 1.2848 13.1653
O 7.1802 -0.116 18.8061
O 3.0425 0.2912 20.2804
O 3.3251 10.9413 14.4101
O 2.197 8.8947 12.9807
O 9.753 10.5867 12.2809
O 1.6069 2.2754 15.7226
O 4.3465 -0.0265 22.6753
O 5.5109 1.0664 20.5509
O 10.3697 2.4422 19.9416
O 6.327 4.0106 18.6624
O 5.5488 8.9266 22.4699
O 8.7976 8.2491 18.4147
O 5.6935 5.8315 20.5524
O 5.744 2.8543 11.9793
O 7.9656 6.3386 14.6643
O 15.1229 3.5666 17.0528
O 7.0664 1.9209 17.0993
O 9.4585 1.1102 17.8425
O 11.3544 2.9817 17.4669
O 12.443 9.9253 20.5828
O 3.2556 1.3098 -2.1923
O 10.6231 2.2832 15.01
O 6.809 6.592 18.2883
O 6.6711 8.5626 20.025
O 12.687 6.9994 14.7842
O 3.6497 7.4903 -1.0376
O 9.1093 8.1428 13.0493
O 13.3335 5.3799 18.0792
O 11.1548 7.0303 18.0572
O 8.8581 3.6821 17.9784
O 8.0843 1.4774 20.639
O 3.2049 5.8927 15.9206

Results
free energy: -115333.391 eV
free energy less fixed offsets of O -569.03, Si -635.61 eV per atom: 3.139 eV
pressure: -0.26 GPa
stress xx, yy, zz, yz, xz, xy (GPa, positive in tension): -0.4, 0.46, 0.72, -0.01, -0.2, -0.27

Forces (eV/angstrom), in the order of the atoms: element, x, y, z
Si 0.1296 0.0519 -0.3002
Si -0.0832 0.0092 -0.1692
Si 0.0155 -0.0644 -0.0693
Si 0.07 -0.0798 -0.2093
Si 0.0277 0.091 -0.363
Si 0.0403 -0.2523 -0.181
Si 0.0385 -0.2061 -0.4488
Si -0.0056 0.0805 -0.3835
Si -0.1373 0.248 -0.5169
Si -0.1101 0.0915 -0.2217
Si -0.1283 -0.0003 -0.0777
Si -0.119 0.1292 -0.215
Si -0.1567 0.105 -0.2425
Si 0.1298 -0.1354 -0.1394
Si -0.0903 -0.0932 -0.1236
Si 0.0294 0.0528 -0.235
Si 0.1489 -0.0577 -0.243
Si 0.0841 -0.0638 -0.1007
Si 0.0025 -0.0951 0.0919
Si -0.0065 -0.0655 0.1331
Si 0.0057 0.1035 -0.2195
Si 0.1029 0.1664 0.2391
Si -0.0027 -0.0114 -0.0915
Si -0.0554 -0.0602 0.0139
Si 0.0742 0.0747 0.323
Si 0.104 -0.0734 -0.1781
Si 0.0056 -0.0392 0.1666
Si -0.056 0.0242 -0.1416
Si 0.0527 0.0906 0.0187
Si -0.0687 -0.0748 -0.01
Si -0.0352 -0.0938 -0.068
Si 0.0701 0.0096 -0.0674
Si 0.1033 -0.1063 0.0248
Si -0.009 0.1168 -0.041
Si -0.0936 0.0744 -0.0014
Si -0.0139 -0.0242 -0.0879
Si 0.0634 0.0172 0.0112
Si -0.0253 -0.0432 0.0036
Si 0.0237 -0.0194 0.0035
Si 0.002 0.0224 0.0086
Si -0.0658 -0.0311 0.0497
Si 0.0174 0.0829 -0.0049
Si -0.0188 0.117 -0.0162
Si 0.075 -0.1321 -0.0292
Si -0.0239 -0.0333 -0.0623
Si -0.1068 0.0458 -0.0311
Si 0.0695 0.1137 0.0024
Si 0.0457 -0.0837 -0.0307
Si 0.0275 -0.0913 0.0402
Si -0.0092 0.0117 0.0229
Si 0.0615 -0.0268 -0.0104
Si -0.1091 -0.0638 0.0613
Si 0.0122 0.0281 0.0473
Si 0.0034 0.0958 -0.0118
Si -0.0296 -0.0489 -0.1074
Si -0.067 -0.1883 0.1106
Si 0.0426 0.0668 0.1217
Si 0.0675 0.0719 0.0032
Si -0.114 -0.0191 0.0009
Si -0.1136 0.0598 0.213
Si -0.0232 0.0054 -0.0141
Si 0.1953 -0.0418 0.0074
Si 0.0844 0.0752 0.05
Si -0.0124 0.0952 -0.0242
Si -0.0816 -0.008 -0.0857
Si -0.1472 -0.1351 -0.258
Si -0.0348 -0.1795 0.0608
Si 0.2266 -0.0177 -0.1281
Si 0.1739 0.0292 -0.1635
Si -0.0904 -0.2462 0.1449
Si 0.061 0.0117 -0.0075
Si 0.0321 0.167 0.1551
Si 0.0634 0.0761 0.1921
Si -0.0745 0.1507 0.0373
Si -0.2949 -0.0792 0.2913
Si -0.0362 -0.069 0.1348
Si -0.0423 0.1476 0.0357
Si 0.3245 0.1386 0.2277
Si 0.0889 0.0444 0.2036
Si -0.0046 -0.0918 0.1318
Si -0.0315 0.0521 0.2113
Si 0.1335 -0.1425 0.3651
Si -0.1545 0.2059 0.5452
Si 0.0684 -0.1035 0.4928
Si 0.04 -0.2095 0.3935
Si -0.0567 0.0802 0.3814
Si -0.3956 -0.1259 0.2823
Si 0.0568 -0.1678 0.0601
Si 0.1166 0.0243 0.2328
Si 0.1487 0.0032 0.0474
Si 0.0077 -0.0918 -0.3799
Si 0.1179 0.1167 0.3393
Si -0.1024 -0.1681 -0.4701
Si 0.0543 -0.01 0.5814
Si -0.003 0.056 -0.5473
Si -0.1282 -0.0178 0.5371
Si 0.0731 -0.1483 -0.0406
Si -0.1574 0.0328 0.4798
Si 0.0084 -0.0077 -0.361
Si 0.1152 -0.1434 -0.5481
Si -0.0833 0.0013 -0.1877
Si 0.0254 0.0188 -0.1275
Si 0.1529 -0.1011 0.4446
Si 0.0438 -0.0996 -0.5517
Si 0.1069 -0.0646 -0.3303
Si 0.1818 -0.0764 0.3181
Si -0.054 0.0069 -0.1091
Si -0.0702 0.0873 -0.641
Si 0.0797 -0.0154 -0.3228
Si -0.067 0.1058 0.2361
Si 0.1248 -0.0715 0.3623
Si 0.0256 -0.0148 -0.3842
Si 0.1784 -0.0391 -0.3467
Si -0.0773 -0.0121 -0.6109
Si 0.041 -0.1653 0.2526
Si 0.2759 -0.1132 0.4035
Si -0.029 0.3047 0.3066
O 0.0027 -0.1 0.3284
O 0.0941 0.1346 0.5852
O 0.043 0.0041 0.2236
O -0.0232 0.0616 0.3474
O 0.0456 0.2255 0.2585
O -0.0147 -0.1368 0.461
O -0.1132 -0.0412 0.4526
O -0.1266 -0.0519 -0.0215
O -0.379 -0.1214 -0.429
O -0.1026 0.3129 0.2651
O -0.0091 -0.0811 -0.0837
O -0.039 0.1128 0.2211
O 0.0963 -0.015 0.2346
O -0.0313 0.0149 0.3984
O -0.1119 0.0619 0.2121
O -0.065 0.0822 0.2157
O 0.0733 -0.2944 -0.3411
O 0.0408 -0.1009 -0.3003
O 0.065 -0.1465 -0.3412
O 0.0052 0.0493 0.0995
O -0.198 0.0417 -0.7942
O -0.3255 0.1762 -0.2586
O -0.044 -0.0225 0.1893
O -0.0003 -0.0108 0.0025
O 0.1685 -0.1779 -0.3706
O 0.0949 0.0297 0.1054
O 0.1002 -0.0836 -0.1393
O -0.0481 -0.0286 -0.4848
O -0.0212 0.2825 -0.3964
O 0.0706 0.2204 -0.3174
O 0.1318 -0.1588 -0.2838
O 0.091 0.2244 0.5301
O -0.0257 -0.0244 0.1819
O -0.0451 -0.0024 0.053
O 0.0538 0.2175 0.5144
O 0.2259 0.1253 -0.6559
O -0.0675 0.0248 -0.2163
O -0.0665 0.1854 -0.0634
O 0.0522 0.112 -0.4307
O 0.0682 -0.0024 -0.2102
O -0.0309 0.0585 0.2734
O 0.1037 0.0654 0.361
O -0.0102 -0.1094 -0.2735
O -0.0247 -0.0298 -0.2579
O -0.1738 0.1731 -0.3734
O -0.1366 0.0827 -0.1175
O 0.0558 -0.0047 0.3543
O -0.1237 -0.0084 0.2611
O -0.0591 -0.1028 0.2781
O -0.016 0.0911 0.072
O -0.2605 -0.1334 0.2786
O -0.0867 -0.0014 0.104
O -0.1217 -0.0007 0.3397
O 0.1827 0.1981 -0.0494
O 0.0217 -0.0039 -0.2216
O -0.0572 -0.0119 -0.0244
O 0.0717 0.0564 0.0097
O -0.0048 0.0537 0.0701
O -0.0734 0.0562 -0.068
O 0.0271 -0.0941 0.2022
O 0.2047 -0.2222 0.3851
O -0.2636 0.0411 -0.3939
O -0.0196 0.0106 0.1134
O 0.0123 0.1078 0.4905
O -0.1676 -0.097 -0.282
O 0.1401 -0.4203 0.2354
O 0.1154 0.0014 -0.3033
O -0.0224 0.0924 0.0539
O 0.0766 0.0576 0.1426
O 0.0279 -0.0507 -0.0154
O -0.0501 -0.0382 0.19
O -0.0684 0.1501 -0.1426

The program warned: the cutoff lies below the one the program advises for these potential files.
